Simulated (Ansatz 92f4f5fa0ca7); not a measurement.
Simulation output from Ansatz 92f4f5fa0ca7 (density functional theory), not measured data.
Periodic cell of 215 atoms, Si131O82P2, from a study of silicon, its oxide and their interface. The atomic structure is a simulated model.
Doubt: the cutoff is far below the 930 eV that the study's wrapper takes by default for these files, so forces and energies are approximate.
This geometry differs little from another in the collection (a relaxation step or a small displacement).

Settings: functional PBE; potential files Ansatz PAW; basis plane waves; wave-function cutoff 580 eV; density cutoff ratio 5; exchange-correlation grid ratio 1; k mesh 1 x 1 x 1, Gamma-centred; self-consistency stop 5e-08 eV per atom in the density residual; occupations fixed; spin none; net charge 0.

Cell vectors (angstrom)
a 10.938 0 0
b 0 10.938 0
c 0 0 31.5432

Atoms and the computed forces on them: element, x, y, z (angstrom), force x, y, z (eV/angstrom)
Si 10.4045 0.5527 24.4414 -0.0071 -0.0011 0.0009
Si 6.0353 10.4824 24.1914 -0.0089 -0.0052 -0.0027
Si 2.0432 3.2177 24.2137 -0.0014 -0.0047 -0.0097
Si 8.6899 2.2384 24.3761 0.0056 0.0056 -0.0034
Si 0.4847 5.0414 24.2534 -0.009 -0.0119 0.0015
Si 5.053 5.9239 24.3295 0.0036 -0.0037 0.0099
Si 3.3984 7.6385 24.2585 -0.0022 -0.0006 0.0105
Si 7.8288 8.8313 24.0655 0.0019 0.0052 -0.0013
Si 1.3299 1.4322 25.5251 -0.0085 0.0066 0.0056
Si 6.8639 1.3162 25.4866 0.0166 -0.0149 -0.0004
P 3.9655 4.1443 25.412 0.026 -0.0162 -0.0244
Si 9.6547 4.082 25.4479 0.004 -0.0038 0.0077
Si 1.5125 6.7886 25.4358 0.0051 0.0074 -0.019
Si 6.9187 6.9515 25.2939 -0.0108 0.0037 0.0018
Si 4.2311 9.5228 25.3696 0.0054 -0.001 0.0037
Si 9.5094 9.625 25.4968 -0.0055 0.0072 0.0032
Si 2.7888 -0.0228 26.6802 0.0018 -0.0001 -0.0019
Si 8.1849 -0.0029 26.9579 0.0016 0.0061 -0.045
Si 0.0054 2.7662 26.9164 -0.0185 -0.0199 -0.0189
Si 5.4212 2.7633 26.709 -0.0162 0.016 0.0054
P 2.7678 5.4433 26.8776 0.0054 -0.005 0.0567
Si 8.2389 5.5221 26.6597 0.0031 -0.0014 -0.0027
Si 0.0452 8.197 26.7115 -0.0018 -0.0007 0.0076
Si 5.5713 8.2166 26.7947 0.0228 0.02 -0.0029
Si 4.1002 1.3648 28.0884 0.0021 0.0009 0.0006
Si 9.5751 1.3764 28.215 0.0128 0.0163 0.0093
Si 1.3763 4.0966 28.2009 0.0192 0.0223 0.0049
Si 6.8353 4.1486 28.0366 -0.0009 -0.0024 0.0033
Si 4.1933 6.859 28.1116 -0.0156 -0.0156 0.0047
Si 9.6026 6.8421 28.0834 0.0005 0.0005 0.0009
Si 1.3973 9.576 28.0764 -0.002 -0.0019 0.0034
Si 6.8384 9.5554 28.2353 -0.03 -0.0214 0.0044
Si 0.0249 -0.0159 29.4966 -0.0031 -0.0012 -0.0048
Si 5.4575 0.0139 29.5061 0.0057 -0.001 -0.0017
Si 2.761 2.7192 29.5015 -0.0024 0.0019 -0.0028
Si 8.1747 2.7609 29.4816 -0.0004 -0.0009 -0.0058
Si 0.0018 5.4958 29.4995 -0.0039 -0.002 -0.0004
Si 5.4854 5.4533 29.4833 -0.0036 0.002 -0.0049
Si 2.7426 8.1881 29.4604 0.0025 0.0046 -0.0034
Si 8.235 8.1762 29.5074 0.0017 0.0028 -0.0022
Si 1.3673 1.3673 30.8594 0.064 -0.0192 0.0699
Si 6.8362 1.3673 30.8594 -0.1167 0.1383 -0.0383
Si 4.1018 4.1018 30.8594 0.1657 -0.083 0.0565
Si 9.5708 4.1018 30.8594 -0.0448 0.0643 -0.1614
Si 1.3673 6.8362 30.8594 0.0582 0.1563 -0.035
Si 6.8362 6.8362 30.8594 0.0396 -0.1028 0.0357
Si 4.1018 9.5708 30.8594 -0.1032 -0.0519 -0.1376
Si 9.5708 9.5708 30.8594 0.1533 -0.0752 0.0833
Si 2.7345 0 0.6835 0.0323 -0.1402 0.0514
Si 8.2035 0 0.6835 -0.1595 0.0618 -0.0577
Si 0 2.7345 0.6835 -0.1806 0.1052 -0.0286
Si 5.469 2.7345 0.6835 0.0915 -0.1166 0.0298
Si 2.7345 5.469 0.6835 -0.1912 0.1166 -0.0401
Si 8.2035 5.469 0.6835 0.0925 -0.1521 0.0894
Si 0 8.2035 0.6835 0.1836 -0.0781 0.054
Si 5.469 8.2035 0.6835 -0.0256 0.1591 -0.0516
Si 4.1183 1.3468 2.0563 0.0002 0.0007 0.0043
Si 9.5424 1.3809 2.0453 -0.002 0.0029 0.0012
Si 1.3339 4.1292 2.0581 -0.0032 0.0027 0.0035
Si 6.8556 4.0688 2.0579 0.0006 -0.0005 0.0025
Si 4.0799 6.8595 2.0409 -0.0021 0.0028 0.0011
Si 9.594 6.8125 2.055 0.0028 -0.0017 0.0029
Si 1.375 9.5595 2.0602 0.001 -0.0012 0.0031
Si 6.8324 9.5712 2.0688 0.0007 -0.0001 0.0041
Si -0.0431 -0.013 3.3576 -0.0018 -0.0035 -0.0098
Si 5.4653 -0.0141 3.491 -0.0002 -0.0013 -0.0016
Si 2.6983 2.7166 3.3488 -0.0028 -0.0028 -0.0168
Si 8.1886 2.6961 3.5006 0.0008 0.0014 -0.0019
Si -0.0243 5.4679 3.5193 0.0015 -0.0021 -0.0031
Si 5.4597 5.4705 3.3324 0.0009 -0.0012 -0.0111
Si 2.7345 8.2038 3.4866 0.0004 0.0007 -0.0016
Si 8.2278 8.1818 3.3873 -0.003 0.0062 -0.0121
Si 1.2936 1.3658 4.6875 0.0028 -0.0001 0.0184
Si 6.8401 1.3056 4.9217 -0.001 -0.0003 0.0001
Si 4.0661 4.1146 4.6483 0.0038 0.0012 0.0194
Si 9.5315 4.0652 4.9077 -0.0018 0.0002 0.0011
Si 1.3522 6.8707 4.9005 -0.0008 0.0016 0.001
Si 6.8381 6.8003 4.6942 0.0005 -0.0015 0.0165
Si 4.1036 9.5633 4.8987 -0.0006 0.0008 0.0007
Si 9.574 9.5629 4.7603 0.0018 -0.0012 0.0104
Si 2.6187 0.0402 6.1221 -0.0033 0.0029 -0.0028
Si 8.2265 -0.1326 6.2802 -0.0015 0.0011 -0.0045
Si -0.0194 2.6519 6.2133 -0.0003 0.0007 -0.0056
Si 5.3786 2.7697 6.0854 -0.0034 0.0044 -0.0033
Si 2.7507 5.4289 6.1431 0.0005 -0.001 -0.008
Si 8.0925 5.4391 6.1976 -0.0024 0.0027 -0.0017
Si -0.0054 8.2938 6.254 -0.0024 0.0018 -0.0003
Si 5.5655 8.1504 6.1631 0.0003 0.0001 -0.0059
Si 3.4762 1.942 7.1919 -0.0003 -0.0017 0.0001
Si 10.02 0.8323 7.4862 0.0017 -0.0032 0.0038
Si 1.7738 3.6596 7.3671 0.0026 -0.0001 0.0047
Si 6.2056 4.5279 7.4049 -0.0003 0.0015 -0.0008
Si 4.6328 6.3112 7.2676 0.0027 -0.0017 0.0055
Si 9.1588 7.1889 7.349 -0.0003 0.001 -0.0007
Si 0.8921 10.1574 7.5393 -0.0002 -0.0001 -0.0014
Si 7.4065 8.8904 7.5068 0.0027 -0.0031 0.0037
O 4.5543 6.6148 8.8933 -0.0023 0.0001 0.001
O 1.4125 3.9817 8.964 -0.0003 0.0004 -0.0008
O 9.7235 6.5446 8.774 -0.0003 0.0001 0.0014
O 1.3037 10.1115 9.1714 -0.0015 0.0002 0.0005
O 6.0717 4.23 9.0488 -0.0009 0.001 0.0009
O 3.7169 1.6283 8.7841 0 0.0013 0
O 7.1294 8.9718 9.1578 -0.0003 0.0003 -0.0017
O 9.6465 1.0864 9.0879 0.0004 0.0003 -0.0024
O 8.3154 2.5123 22.7903 -0.0044 0.0001 0.0038
O 11.046 5.5879 22.7328 0.0015 0.0047 0.0021
O 5.6261 0.0138 22.659 0.0017 0.0037 0.0011
O 5.2704 5.3128 22.7971 0.0046 -0.0044 -0.0094
O 2.2721 2.8324 22.6169 0.002 -0.0012 0.0012
O 3.2779 7.7929 22.6056 -0.0028 -0.0015 -0.0048
O 8.3803 8.7406 22.4891 0 0.0003 0.0031
O -0.1983 11.2238 22.8487 0.0022 -0.0059 -0.0054
Si 2.1443 2.9715 12.9329 -0.0005 -0.0002 0.0003
Si 8.6836 1.3167 10.3779 -0.003 0.0014 0.0001
Si 1.0549 4.4881 15.4013 -0.0006 0.0006 0.0015
Si 7.5503 5.58 12.2515 -0.0012 -0.0005 0.0005
Si 2.4 8.1839 21.2966 0.0011 0.0005 -0.0003
Si 5.4213 7.795 12.4956 -0.0012 -0.0007 -0.0003
Si 9.2667 0.462 15.5338 -0.0006 0.0008 0.0007
Si 2.9042 -0.0673 16.7085 -0.0009 0.0008 0
Si 10.4597 1.1613 12.6381 -0.0003 -0.0003 0.0007
Si 7.7737 2.8238 21.3058 -0.0024 -0.004 0.0037
Si 9.1363 8.7887 14.4906 -0.0004 -0.0001 0.0019
Si 1.4823 4.773 10.3887 -0.0006 0.0016 -0.0014
Si 4.4775 9.4697 19.1999 0.0034 -0.0013 0.0038
Si 11.075 6.1016 21.1863 0.0013 -0.0013 -0.004
Si 6.6141 10.4433 14.8925 -0.0008 0.0003 0.0019
Si 5.3988 0.7134 21.2181 0.0035 0.0031 0.0021
Si 2.3429 9.8171 10.4076 0.001 0.0011 -0.0014
Si 0.4235 10.6423 21.4891 -0.0015 0.0017 0.0043
Si 5.8376 5.2424 21.2696 -0.0032 -0.0007 0.006
Si 3.6442 7.0896 10.1314 -0.0008 -0.0021 -0.0033
Si 9.0325 5.691 14.9106 -0.0003 -0.0001 0.0018
Si 3.6582 4.0978 19.1864 -0.0003 -0.0017 -0.0001
Si 10.039 3.6629 19.3753 -0.0007 0.0003 0.0006
Si 4.2567 8.6555 15.3939 0 0 0.0014
Si 0.4549 1.908 17.2126 -0.0001 0.0016 0.002
Si 6.7736 7.5031 19.3816 0.0002 -0.0001 0.0009
Si 5.2661 3.6065 16.8303 0.0006 0.0007 0.0026
Si 7.7855 5.0018 17.6095 -0.0013 -0.0003 0.0012
Si 6.6607 9.9299 10.3937 -0.0002 0.0004 -0.0006
Si 4.3797 1.0649 10.127 0.0005 0.0008 -0.0012
Si -0.0336 9.0914 11.9314 -0.0001 0.0019 -0.0006
Si 9.1005 8.6284 21.0195 -0.0019 -0.0016 -0.0032
Si 4.5421 1.6628 14.6457 -0.0007 0.0003 0.0022
Si 2.4708 2.1 21.1587 -0.0008 0.0059 0.005
Si 6.3322 3.3517 10.3983 -0.0006 -0.0002 -0.0006
Si 3.4354 5.9056 16.7957 0.002 -0.0016 0.0015
Si 9.8853 6.5356 10.3857 -0.0002 -0.0011 -0.0013
O 0.1324 2.6223 18.6451 -0.0002 -0.0005 -0.0007
O 2.9229 9.6203 15.6142 -0.0005 -0.0003 0.0004
O 10.8567 4.7912 20.2369 -0.0007 0.0019 0.0028
O 7.5806 2.4186 9.9554 0.002 -0.0009 0.0021
O 10.932 5.339 10.8204 -0.0004 0.0007 0.0002
O 6.5993 6.7429 12.8995 0 0.0005 0.0006
O 10.335 8.0602 10.8042 0.0008 0.002 0.0032
O 7.6657 9.4579 14.0377 -0.0004 -0.0004 0.0006
O 8.4343 6.2106 11.0412 0 0.0005 0.001
O 5.3697 10.5105 20.0708 -0.002 -0.0041 -0.0012
O 2.1657 3.7352 11.4728 -0.0003 0.0013 -0.0002
O 7.9611 8.5324 19.847 -0.0004 -0.0008 0.0011
O 6.1995 6.7327 20.7161 0.0011 0.0026 0.0005
O 5.4941 2.7028 15.4912 -0.0006 0.0007 0.0004
O 1.3005 0.9642 20.845 -0.004 -0.0033 0.0006
O 6.057 9.0617 11.649 -0.0009 -0.0007 0.0021
O 4.6392 4.9804 16.2063 -0.0015 0.0009 0.0007
O 6.6253 3.8598 17.701 -0.0008 0.0004 -0.0013
O 10.5113 10.6673 11.8532 0.001 -0.0025 0.0029
O 5.5722 0.4988 14.0493 -0.0005 -0.0001 0.0005
O 7.9966 5.1418 16.0149 -0.001 -0.0003 0.0034
O 9.7472 9.8269 15.6041 -0.0009 -0.0001 -0.001
O -0.4131 5.1382 15.2102 0.0015 -0.0001 0.0002
O 1.5512 6.8586 20.8334 0.0004 0.0004 -0.0014
O 1.4942 0.6182 17.2344 -0.0005 -0.0007 0.0006
O 6.6014 1.7658 20.8889 -0.0023 -0.001 0.0033
O 1.0104 1.7855 12.867 -0.0026 -0.0009 0.0017
O 3.2378 5.4975 18.3947 -0.0008 0.0002 -0.0007
O 9.5321 2.0146 11.6014 0.0002 -0.0013 0.0011
O 1.0225 3.0842 16.2338 -0.0008 0.0002 -0.0001
O 8.5621 5.1338 13.4524 -0.0018 0.0002 -0.0013
O 10.2747 8.5722 13.3364 0.0001 0.0008 -0.0001
O 1.4514 9.4149 21.7832 -0.0045 0.0021 0.0013
O 10.0889 9.9271 20.69 0.0033 0.0015 0.0044
O 3.1755 0.2252 10.892 -0.0006 -0.0005 0.0013
O 5.0767 2.3708 10.8555 -0.001 0 0.0002
O 1.7049 4.151 13.9561 -0.0011 -0.0002 0.0011
O 7.9194 10.8734 10.8612 0.0004 0.0011 0.0004
O 9.1673 4.4806 18.2717 -0.001 0.0008 0.0001
O 5.6372 9.4828 15.8122 -0.0007 0.0001 -0.0004
O 5.5284 -0.0233 9.7689 -0.0017 0.0007 0.0012
O 3.5809 2.3153 13.4635 -0.0009 0.0003 0.0005
O 1.9886 5.6203 16.1038 -0.0011 -0.001 -0.001
O 9.7006 1.0678 14.0755 -0.0002 0.0003 0.0009
O 4.4131 6.946 11.547 0.0018 0.0005 0.0004
O 4.7431 4.5187 20.3189 0.0015 0.0005 0.0021
O 9.9521 1.3415 16.6953 -0.001 -0.0007 -0.0009
O 6.6763 4.3226 11.6726 0.0001 0.0007 0.001
O 5.5607 8.3525 18.6845 -0.0026 0.0025 0.0029
O 9.0498 2.7459 20.2947 0.0005 -0.0006 0.0015
O 3.5962 1.1183 15.8494 -0.0001 0.0001 0.0005
O 4.2282 3.0824 18.0093 0 0.0001 0.0001
O 9.9017 7.206 20.9711 -0.0032 0.0015 0.0005
O 3.3481 8.6673 9.8467 -0.0015 0.0007 0.0033
O 3.9315 7.4118 16.408 -0.0003 -0.0007 -0.0009
O 7.6331 0.4756 15.7452 0.0005 0 0.0003
O 8.9373 7.3079 15.0888 0.0001 0.0025 0
O 3.9419 1.4251 21.2133 -0.0018 0.0011 -0.0012
O 1.5928 9.1563 11.7203 -0.0058 0.0022 0.0011
O 2.3303 6.1508 10.2118 0.0009 -0.002 0.0027
O 7.3175 6.4058 18.2993 -0.0001 -0.0007 0.0012
O 7.2025 4.3529 21.2463 -0.0024 0.0008 -0.0025
O 4.55 8.2379 13.8239 0.0002 -0.0002 0.0002
O 3.3392 8.6865 20.0726 0.0001 0.0029 0.0014
O 2.4964 3.2573 19.9862 -0.0002 -0.0016 0.0016
O 3.7207 10.3101 18.0155 -0.0004 -0.0005 0.0008

Results
free energy: -131425.343 eV
free energy less fixed offsets of O -568.88, P -755.39, Si -635.61 eV per atom: -1.493 eV

The program warned: the cutoff lies below the one the program advises for these potential files; the exchange-correlation potential is rough where the density is thin.
